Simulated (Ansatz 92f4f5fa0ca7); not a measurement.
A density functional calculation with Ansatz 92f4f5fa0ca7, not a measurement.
Periodic cell of 363 atoms, Si241O122, from a study of silicon, its oxide and their interface. The atomic structure is a simulated model.
Doubt: the cutoff is far below the 930 eV that the study's wrapper takes by default for these files, so forces and energies are approximate.
This geometry differs little from another in the collection (a relaxation step or a small displacement).

Settings: functional PBE; potential files Ansatz PAW; basis plane waves; wave-function cutoff 580 eV; density cutoff ratio 5; exchange-correlation grid ratio 1; k mesh 1 x 1 x 1, Gamma-centred; self-consistency stop 5e-08 eV per atom in the density residual; occupations fixed; spin none; net charge 0.

Cell vectors (angstrom)
a	11.6015	0	0
b	0	13.3963	0
c	0	0	41.4362

Atoms: element, x, y, z (angstrom)
Si	0	2.2327	1.1851
Si	3.8672	2.2327	1.1851
Si	7.7343	2.2327	1.1851
Si	1.9336	5.5818	1.1851
Si	5.8008	5.5818	1.1851
Si	9.6679	5.5818	1.1851
Si	0	8.9308	1.1851
Si	3.8672	8.9308	1.1851
Si	7.7343	8.9308	1.1851
Si	1.9336	12.2799	1.1851
Si	5.8008	12.2799	1.1851
Si	9.6679	12.2799	1.1851
Si	1.9336	1.1164	1.9745
Si	5.8008	1.1164	1.9745
Si	9.6679	1.1164	1.9745
Si	0	4.4654	1.9745
Si	3.8672	4.4654	1.9745
Si	7.7343	4.4654	1.9745
Si	1.9336	7.8145	1.9745
Si	5.8008	7.8145	1.9745
Si	9.6679	7.8145	1.9745
Si	0	11.1635	1.9745
Si	3.8672	11.1635	1.9745
Si	7.7343	11.1635	1.9745
Si	1.9336	1.1164	4.3426
Si	5.8008	1.1164	4.3426
Si	9.6679	1.1164	4.3426
Si	0	4.4654	4.3426
Si	3.8672	4.4654	4.3426
Si	7.7343	4.4654	4.3426
Si	1.9336	7.8145	4.3426
Si	5.8008	7.8145	4.3426
Si	9.6679	7.8145	4.3426
Si	0	11.1635	4.3426
Si	3.8672	11.1635	4.3426
Si	7.7343	11.1635	4.3426
Si	0	0	37.0956
Si	3.8672	0	37.0956
Si	7.7343	0	37.0956
Si	1.9336	3.3491	37.0956
Si	5.8008	3.3491	37.0956
Si	9.6679	3.3491	37.0956
Si	0	6.6981	37.0956
Si	3.8672	6.6981	37.0956
Si	7.7343	6.6981	37.0956
Si	1.9336	10.0472	37.0956
Si	5.8008	10.0472	37.0956
Si	9.6679	10.0472	37.0956
Si	0	0	39.4638
Si	3.8672	0	39.4638
Si	7.7343	0	39.4638
Si	1.9336	3.3491	39.4638
Si	5.8008	3.3491	39.4638
Si	9.6679	3.3491	39.4638
Si	0	6.6981	39.4638
Si	3.8672	6.6981	39.4638
Si	7.7343	6.6981	39.4638
Si	1.9336	10.0472	39.4638
Si	5.8008	10.0472	39.4638
Si	9.6679	10.0472	39.4638
Si	0	2.2327	40.2531
Si	3.8672	2.2327	40.2531
Si	7.7343	2.2327	40.2531
Si	1.9336	5.5818	40.2531
Si	5.8008	5.5818	40.2531
Si	9.6679	5.5818	40.2531
Si	0	8.9308	40.2531
Si	3.8672	8.9308	40.2531
Si	7.7343	8.9308	40.2531
Si	1.9336	12.2799	40.2531
Si	5.8008	12.2799	40.2531
Si	9.6679	12.2799	40.2531
Si	-4.434	-6.7165	31.1123
Si	6.9752	-5.7613	27.3832
Si	7.0944	-1.3365	24.878
Si	-2.4647	5.4734	30.8959
Si	10.985	4.1032	26.4094
Si	10.0099	8.3061	27.441
Si	0.2888	8.8755	31.1328
Si	5.9028	4.5977	27.7046
Si	3.8527	8.116	29.3241
Si	3.7896	4.9407	29.9073
Si	6.9711	10.4429	30.0859
Si	9.1089	10.9505	29.094
Si	-1.274	-2.6533	31.0988
Si	3.1919	-3.7543	18.6091
Si	8.3428	2.3459	30.8531
Si	5.6338	0.7788	30.1043
Si	2.0162	11.5009	26.8173
Si	13.4616	7.918	23.7424
Si	-5.3587	8.262	29.5601
Si	0.9172	4.2966	29.1957
Si	2.6849	9.3405	30.9789
Si	1.3051	16.2316	24.877
Si	3.0048	11.6924	31.0007
Si	11.0133	6.8267	30.0106
Si	0.2168	2.0833	33.0496
Si	4.1606	2.0811	32.6129
Si	7.9677	2.1573	33.1689
Si	4.0111	4.4426	32.2496
Si	6.0108	5.548	32.8456
Si	9.9115	5.3773	33.1864
Si	0.1277	8.6723	33.424
Si	3.7834	8.8904	33.1387
Si	8.2994	9.976	31.974
Si	2.1757	12.1465	33.1839
Si	5.8495	12.2782	33.2794
Si	9.9571	12.1484	33.1072
Si	2.2024	1.0501	33.7601
Si	5.9287	1.1706	33.9039
Si	9.926	1.0257	33.924
Si	0.3133	4.2618	33.9346
Si	2.5526	5.2063	33.9628
Si	7.8661	4.3878	33.9712
Si	2.1017	7.5849	34.1475
Si	5.6864	7.6551	33.9137
Si	9.7675	7.5438	34.0443
Si	0.2077	11.0025	34.0185
Si	4.0107	11.0683	34.1147
Si	7.8881	11.2765	33.8786
Si	1.9753	1.1238	36.2088
Si	5.8037	1.1285	36.2824
Si	9.6909	1.0875	36.291
Si	-0.0039	4.4237	36.296
Si	3.7446	4.5376	36.1646
Si	7.7309	4.4633	36.3181
Si	1.949	7.8181	36.4363
Si	5.774	7.8121	36.2877
Si	9.6654	7.7933	36.3586
Si	0.0254	11.1676	36.3483
Si	3.8761	11.1485	36.4089
Si	7.7443	11.1438	36.2631
Si	-0.0058	0.0056	5.0052
Si	3.8861	0.0034	5.165
Si	7.7275	-0.0041	5.1406
Si	1.9098	3.364	5.0742
Si	5.7944	3.3553	4.9935
Si	9.627	3.3522	5.1616
Si	-0.0069	6.7234	5.1383
Si	3.8714	6.7043	5.0972
Si	7.7478	6.695	5.0959
Si	1.9456	10.053	5.1126
Si	5.8155	10.0424	5.2514
Si	9.66	10.0467	5.2412
Si	-0.0117	0.011	7.2966
Si	3.9455	0.0663	7.5552
Si	7.6815	0.0137	7.5203
Si	1.7299	3.4342	7.3964
Si	5.6586	3.3825	7.2689
Si	9.4504	3.3566	7.5463
Si	-0.0045	6.8221	7.5134
Si	3.8801	6.7498	7.4375
Si	7.7882	6.656	7.4417
Si	2.0062	10.0878	7.4677
Si	5.8692	10.0116	7.7611
Si	9.6693	10.0591	7.726
Si	-0.1802	2.2276	8.0981
Si	3.7015	2.3921	8.0622
Si	2.3826	4.7947	13.9917
Si	0.0912	7.0966	11.6028
Si	5.8034	5.5584	8.1055
Si	9.7329	5.5798	8.3398
Si	0.119	9.0717	8.4244
Si	-2.0183	3.5709	11.5109
Si	7.7901	8.7315	8.5478
Si	1.9547	12.3688	8.0969
Si	5.8521	12.3034	8.546
Si	9.678	12.3987	8.2611
Si	1.9093	5.6723	8.1877
Si	3.4959	-1.3721	12.6134
Si	6.0651	5.585	10.4235
Si	-3.8042	7.3074	10.6574
Si	3.0294	8.3449	10.5809
Si	7.1512	0.5983	13.3922
Si	-5.0912	11.9429	20.9107
Si	1.228	12.8587	10.2284
Si	7.4045	15.6296	8.2933
Si	4.4077	18.5536	15.9592
Si	3.8651	8.9177	8.4041
Si	7.5236	7.9808	12.852
Si	2.0596	6.2184	10.4553
Si	6.3036	-4.3882	25.4842
Si	8.5176	0.163	22.6668
Si	-5.5027	2.0232	10.3758
Si	3.8719	4.976	11.2906
Si	10.779	0.5247	14.0257
Si	-2.5029	2.117	13.5389
Si	5.8388	13.1559	10.8602
Si	10.4885	13.1897	10.3338
Si	0.2962	7.1587	13.9811
Si	7.2414	17.1564	11.3711
Si	4.5636	14.6398	17.4859
O	3.8288	-5.0542	12.0714
O	19.18	13.0655	21.4224
O	-0.7345	-18.4439	26.0548
O	7.9765	24.11	15.1761
O	6.6802	16.4212	22.7579
O	16.7049	-1.2584	21.7336
O	4.682	3.0783	24.4541
O	-0.0371	16.081	25.7997
O	0.9259	22.0292	14.4354
O	30.1019	19.5093	18.1898
O	22.1393	15.7449	20.9172
O	9.3923	17.3384	26.6707
O	-6.4983	13.9607	28.5476
O	-5.1058	-7.3372	27.3089
O	-3.285	-20.7347	23.236
O	3.975	1.7476	26.6
O	20.3262	17.3036	30.3884
O	-17.9584	-22.2588	29.2158
O	24.7779	6.3111	23.7208
O	-10.1044	-13.7416	17.7303
O	-3.324	25.7835	23.7938
O	-7.9641	26.336	13.977
O	27.8787	4.7344	17.4984
O	5.268	8.1677	21.0937
Si	3.8533	-8.7969	20.6353
Si	7.2808	21.0425	17.7758
Si	12.4557	9.2254	10.7456
Si	-11.2391	18.6342	23.8054
Si	-6.8932	22.6117	13.1526
Si	11.5506	25.3219	25.4192
Si	3.8233	-10.6202	10.3485
Si	7.9922	15.8072	23.5484
Si	3.944	-10.201	25.877
Si	9.1332	10.2448	14.1227
Si	0.2178	9.5482	15.5952
Si	-15.1293	7.6851	23.2699
Si	6.7552	8.7825	20.7254
Si	10.167	12.9247	17.0106
Si	11.1549	31.1947	17.4945
Si	-13.8948	18.3409	22.5622
Si	21.3833	5.9243	10.7444
Si	-0.3898	27.7002	21.334
Si	11.3522	1.6792	30.7415
Si	-0.4672	28.8777	10.4108
Si	7.762	8.0484	32.9665
Si	12.8397	11.3028	11.9498
Si	10.3292	20.6652	16.5725
Si	1.7212	28.8734	13.2936
Si	1.7979	1.6049	11.0508
Si	-6.2781	25.3069	18.2016
Si	3.2174	9.2929	26.3214
Si	13.6254	16.2873	18.5583
Si	19.0906	25.4507	15.973
Si	13.3067	12.9204	29.466
Si	7.0475	5.1354	14.2384
Si	-5.5867	4.7676	18.4537
Si	-2.0673	3.3246	20.0566
Si	-7.016	21.6345	16.1687
Si	-17.7698	-1.3602	30.9823
Si	16.2752	13.0458	23.0175
Si	5.068	16.1816	22.9233
Si	12.5996	11.4868	17.5509
Si	8.2449	29.5709	26.6617
Si	0.6133	41.0016	18.549
Si	-7.8684	13.9436	27.6417
Si	-14.1687	13.225	26.9571
Si	-12.4694	9.0273	24.567
Si	3.6684	7.7755	21.1139
Si	7.2286	29.6045	18.1596
Si	9.0024	16.7585	15.5727
Si	27.5301	0.9915	14.3371
Si	-0.9131	25.6083	12.4495
Si	1.6663	13.6121	23.4817
O	-18.9285	13.151	18.0756
O	19.2157	12.7898	26.2435
O	-19.5678	18.4184	12.9418
O	-13.4785	14.8916	30.4979
O	0.5628	25.9775	24.0516
O	30.2147	16.8035	27.5338
O	-7.1049	10.6213	18.7583
O	-18.9346	12.8504	11.3782
O	11.7615	-13.2339	19.9941
O	10.3864	17.3363	18.8395
O	-2.8296	7.61	17.0478
O	22.8814	21.9908	16.8323
O	18.4959	23.7666	21.0804
O	10.741	14.291	17.7509
O	17.25	-0.7471	24.304
O	10.0768	26.8748	22.1589
O	22.4905	7.4058	28.4679
O	17.7096	38.4797	16.7738
O	12.01	-4.7191	23.5958
O	8.6041	7.5416	27.1668
O	15.1089	19.9295	29.6216
O	-4.3204	13.1761	14.8085
O	21.2863	-16.9845	28.0183
O	-35.9008	3.6816	16.1735
O	-19.8857	15.6332	17.7954
O	-8.6889	8.2386	22.5134
O	3.3449	12.5563	26.8002
O	19.435	21.4606	21.7065
O	-10.2998	11.7636	28.3181
O	8.2356	29.3129	19.4459
O	32.3971	16.9176	23.3758
O	30.1693	12.9303	12.0983
O	12.7269	3.9446	17.6515
O	14.9728	-18.2799	27.7755
O	20.1657	12.6183	17.0884
O	23.8014	32.4521	30.063
O	4.741	14.5116	15.8867
O	27.6305	22.3962	14.7387
O	38.9067	-6.6631	15.8579
O	7.1037	46.8797	13.7828
O	14.6293	21.9985	19.8531
O	25.6298	8.3705	25.2119
O	12.5591	3.7272	23.5499
O	-24.277	-3.1449	14.9289
O	18.8119	8.5303	19.1613
O	5.986	15.1299	18.1341
O	3.0962	31.1769	15.4062
O	-13.8186	38.0305	12.8451
O	18.5788	-22.6831	12.9832
O	34.1617	32.8124	17.4158
O	20.7697	-0.9808	28.3596
O	-1.1918	26.325	26.0887
O	24.43	10.7385	16.0963
O	-8.5315	-0.6026	23.2718
O	16.0802	37.5625	12.8269
O	-0.8912	24.0222	24.8725
O	22.4364	32.3236	22.6684
O	6.2868	22.4266	12.8653
O	-9.7921	23.9235	18.5957
O	8.8879	1.4219	27.312
O	10.9542	25.0236	17.6793
O	23.6165	0.2564	30.1849
O	7.053	41.8406	30.0599
O	-7.4557	43.9386	22.0002
O	-10.1072	6.1073	14.314
O	25.1622	41.5806	24.5679
O	-34.129	14.5981	14.1887
O	2.4657	14.1526	28.662
O	14.2708	3.7783	19.8117
O	-17.8715	31.4884	19.9366
O	15.0899	8.8419	17.2178
O	23.4015	-8.9071	27.7551
O	12.5872	27.7897	22.2196
O	14.0043	3.6792	25.7322
O	4.8085	14.6092	22.5881
O	1.3205	17.0785	13.4162
O	18.0229	25.6644	19.33
O	-14.416	22.1551	13.5534
O	10.5635	6.9148	14.9598
O	17.2729	1.334	13.4705
O	2.5495	4.1362	29.158
O	27.8708	4.3763	26.6885
O	4.7164	22.8173	25.6379
O	0.2939	2.9571	29.8718
O	-11.9463	18.6708	25.2928
O	19.6844	2.6708	16.7596
O	18.3532	8.0512	24.1929
O	-1.1139	13.1121	15.4265
O	18.6386	10.4609	25.2011
O	8.3537	-8.5684	15.1742
O	4.4955	1.571	31.0312
O	15.0104	19.5531	20.9347
O	7.7111	2.3607	25.1664
O	-2.2321	-18.2871	23.8423
O	14.8159	42.2849	13.9693
O	6.135	8.246	16.7473
O	-5.8568	4.7895	15.1252
O	-14.1927	17.9656	20.9934

Results
free energy: -222577.871 eV
free energy less fixed offsets of O -568.88, Si -635.61 eV per atom: 7.499 eV

Forces (eV/angstrom), in the order of the atoms: element, x, y, z
Si	-0.0174	-0.0021	0.0473
Si	0.0161	-0.0035	-0.035
Si	-0.0422	0.0089	-0.0074
Si	0.0459	-0.0261	-0.0207
Si	0.0358	-0.0669	0.0086
Si	-0.0282	-0.0588	-0.0259
Si	-0.0225	-0.0112	-0.0505
Si	0.0143	-0.0144	0.01
Si	0.0348	-0.028	-0.0183
Si	0.0071	0.0536	0.0802
Si	-0.0131	0.0467	-0.0003
Si	0.0237	0.025	0.0642
Si	0.1287	0.0081	-0.0088
Si	-0.0011	-0.0758	-0.006
Si	-0.1012	0.072	-0.0324
Si	-0.1493	0.0699	-0.0241
Si	-0.1061	0.0624	0.0086
Si	0.0364	0.0674	0.0102
Si	-0.0317	-0.0008	-0.0124
Si	0.026	0.1016	-0.0105
Si	0.0187	0.1155	0.0012
Si	-0.0727	-0.154	-0.0321
Si	0.1179	-0.0319	-0.0163
Si	-0.0099	-0.0926	-0.0543
Si	0.2863	0.0572	-0.1198
Si	0.0213	-0.2154	-0.3122
Si	-0.3969	0.1984	-0.1349
Si	-0.4179	0.2119	0.0455
Si	-0.2599	0.1657	-0.46
Si	0.1365	0.0787	-0.5166
Si	-0.0441	0.0654	-0.1397
Si	0.1189	0.2397	0.1498
Si	0.0417	0.2784	0.0126
Si	-0.1791	-0.3062	0.065
Si	0.3662	0.0098	0.3348
Si	-0.0231	-0.1689	0.5194
Si	0.4615	0.149	-0.1479
Si	0.0424	0.1647	-0.0822
Si	0.0485	-0.1277	-0.362
Si	-0.0518	-0.1313	0.0452
Si	-0.576	0.2899	-0.6887
Si	-0.1204	-0.2029	-0.1244
Si	0.0579	-0.3787	0.1857
Si	0.081	-0.111	0.5867
Si	-0.292	-0.0426	0.0458
Si	-0.0012	0.1003	0.6299
Si	0.243	-0.2286	0.1058
Si	0.0774	-0.0288	-0.0732
Si	0.1336	0.0663	0.0373
Si	0.0259	0.1001	0.0314
Si	-0.0086	-0.0158	0.0189
Si	0.0571	-0.0767	-0.0177
Si	-0.2132	0.0993	0.0314
Si	0.0092	-0.0432	0.0244
Si	-0.0132	-0.119	-0.0193
Si	0.1227	-0.1136	-0.0077
Si	-0.0797	-0.0235	0.0091
Si	0.0067	-0.0205	-0.0041
Si	0.1495	-0.0671	0.0052
Si	0.0076	-0.0311	0.0093
Si	0.0264	-0.0036	0.0059
Si	-0.0062	0.0034	0.0531
Si	0.0473	-0.014	-0.103
Si	-0.0332	0.0259	0.0028
Si	-0.0282	0.0739	0.0683
Si	0.0186	0.0722	-0.0172
Si	0.0235	0.0184	0.0087
Si	-0.019	0.0058	-0.0017
Si	-0.0251	0.0252	0.0302
Si	-0.0124	-0.0561	-0.0063
Si	-0.001	-0.0412	-0.0339
Si	-0.0185	-0.0218	-0.0698
Si	0.0277	-0.0482	0.3224
Si	-0.0073	0.0552	0.036
Si	0.0048	-0.002	-0.0225
Si	0.0246	0.0354	0.0915
Si	-0.0379	0.0126	0.0316
Si	0.0364	-0.0888	-0.0876
Si	-0.0079	-0.0599	-0.0106
Si	0.0072	-0.0194	0.0152
Si	0.0534	0.0675	-0.1226
Si	0.0093	-0.0169	-0.1048
Si	-0.0115	-0.0252	0.1191
Si	0.0677	0.1049	-0.3004
Si	0.1145	0.0623	0.0244
Si	0.0083	0.0088	0.0301
Si	0.1008	0.0338	-0.1726
Si	-0.0418	0.1158	-0.1217
Si	-0.0487	-0.0631	-0.0732
Si	0.0073	0.0405	0.0433
Si	-0.0805	0.049	-0.1541
Si	0.0289	-0.0258	0.062
Si	0.0071	-0.0067	-0.0112
Si	0.0203	-0.0215	-0.0095
Si	0.0566	-0.0132	0.019
Si	0.0064	-0.0719	0.0023
Si	-0.0252	-0.1392	-0.006
Si	-0.012	-0.0187	0.0587
Si	0.0075	0.0352	0.1517
Si	-0.0427	-0.0068	0.079
Si	0.0635	-0.0108	-0.0681
Si	-0.09	0.0062	-0.0544
Si	0.0355	0.0071	0.0321
Si	-0.054	0.0468	0.0118
Si	-0.3141	0.1771	0.1562
Si	-0.0094	-0.0086	0.0566
Si	0.1569	-0.0332	-0.0208
Si	-0.0698	0.0546	0.1299
Si	0.0404	0.027	-0.0535
Si	0.0019	-0.058	-0.0224
Si	-0.0735	-0.0879	-0.0565
Si	-0.0185	0.1678	0.0656
Si	-0.0399	-0.0149	-0.0059
Si	0.0127	-0.0097	-0.095
Si	-0.0009	-0.0091	-0.0215
Si	-0.1333	-0.0098	0.0859
Si	0.0095	0.0099	0.0377
Si	0.0359	0.0255	-0.0198
Si	-0.0509	-0.0366	-0.0107
Si	0.0567	0.4165	-0.0314
Si	-0.0068	-0.0058	0.0089
Si	0.014	0.0132	0.0008
Si	-0.0318	0.0361	0.0104
Si	0.0634	0.0233	-0.0195
Si	0.0169	-0.029	-0.058
Si	0.0013	-0.018	0.0088
Si	0.0054	-0.002	-0.0303
Si	0.0397	-0.0022	0.0328
Si	0.0193	0.0107	0.007
Si	-0.0433	-0.0075	-0.0104
Si	0.0144	0.0012	0.0144
Si	0.0475	-0.0664	-0.0272
Si	0.0117	-0.0073	-0.0237
Si	-0.012	-0.0061	0.0091
Si	0.0091	0.0039	0.02
Si	0.0322	-0.008	-0.0066
Si	0.0177	-0.0029	-0.0476
Si	0.0359	-0.0029	0.0076
Si	0.0036	-0.0169	0.0221
Si	-0.0079	-0.009	-0.0015
Si	-0.0178	0.0055	0.0101
Si	-0.0186	-0.0145	0.0031
Si	-0.0194	0.006	0.0208
Si	0	-0.0002	0.0133
Si	-0.0043	-0.0086	0.0169
Si	0.0353	0.0184	-0.0296
Si	-0.0402	0.0231	-0.0189
Si	-0.019	0.0193	0.0418
Si	0.0257	0.0001	0.0473
Si	0.0177	-0.0133	-0.002
Si	-0.0328	0.0066	-0.0244
Si	-0.0256	0.0223	-0.0054
Si	0.0383	-0.0042	-0.0242
Si	-0.0038	-0.0196	-0.0065
Si	0.0018	-0.0031	0.0237
Si	-0.0018	-0.0146	0.0035
Si	-0.0016	0.0317	0.0046
Si	0.0152	-0.0143	0.0506
Si	0.0619	-0.1079	0.0015
Si	0.031	0.0222	-0.0852
Si	0.0268	-0.0033	-0.0173
Si	-0.0189	0.0671	0.016
Si	-0.0327	-0.0119	0.0032
Si	-0.0181	-0.0648	0.0532
Si	-0.0137	0.0293	0.0061
Si	-0.0118	-0.0172	-0.0427
Si	0.0329	-0.0411	-0.0706
Si	0.0355	-0.0096	0.0083
Si	-0.0122	-0.0298	-0.0259
Si	0.0696	0.0604	-0.0102
Si	0.0625	0.0307	0.0968
Si	0.0077	-0.0564	-0.0231
Si	-0.0053	0.0235	0.0736
Si	-0.0512	-0.0218	0.0426
Si	0.0112	0.0182	0.0165
Si	0.0593	0.0242	0.0821
Si	0.0265	-0.0125	-0.0349
Si	0.0483	-0.0154	0.0231
Si	0.0351	0.0062	-0.0363
Si	-0.0586	0.0721	0.0871
Si	0.0165	-0.0324	0.0579
Si	-0.0006	-0.0344	0.0023
Si	0.0292	0.0318	0.0218
Si	0.0106	-0.008	0.013
Si	-0.001	0.031	-0.0765
Si	0.0984	-0.0655	0.0738
Si	-0.0133	0.1101	-0.0234
Si	-0.0567	-0.015	0.1202
Si	-0.0372	-0.0036	0.034
Si	0.0274	0.0046	0.1017
Si	0.055	0.0579	-0.0799
Si	-0.0173	0.0737	0.0092
O	0.0341	0.0484	0.0657
O	-0.0131	-0.0201	-0.0081
O	-0.0256	-0.0037	0.0323
O	0.0259	0.0022	-0.0003
O	-0.0194	0.0264	0.01
O	0.0061	0.0046	-0.002
O	-0.018	-0.0101	0.0197
O	-0.0121	0.0103	0.006
O	0.0054	-0.0378	-0.018
O	0.0022	0.0411	-0.0085
O	-0.0026	-0.0035	0.0077
O	0.0447	0.0052	-0.0232
O	0.0124	-0.0549	0.0766
O	-0.0339	-0.0734	-0.0109
O	0.0078	-0.0047	-0.0055
O	-0.01	0.0207	-0.0045
O	-0.0307	-0.0418	-0.0038
O	0.04	0.0302	0.01
O	-0.0119	-0.0095	0.0007
O	0.0193	-0.073	-0.0269
O	-0.0101	-0.0126	0.0096
O	-0.0021	-0.0518	-0.0484
O	0.0191	0.0452	-0.0673
O	0.0102	0.0053	-0.0127
Si	-0.0247	-0.024	-0.0066
Si	-0.0121	-0.0089	0.01
Si	-0.0072	-0.016	0.0412
Si	0.0117	0.0209	-0.019
Si	0.0569	0.0611	-0.0343
Si	0.1175	-0.0039	0.0373
Si	-0.0857	0.033	-0.0027
Si	0.0096	-0.0825	-0.0327
Si	0.0209	-0.0051	0.0299
Si	-0.0412	0.03	-0.0087
Si	-0.011	0.0492	-0.0017
Si	-0.0155	0.0196	0.0356
Si	-0.0054	0.0061	0.023
Si	-0.0066	0.0678	0.0309
Si	0.0715	-0.0933	0.0617
Si	-0.0131	-0.0062	-0.019
Si	-0.0984	-0.0219	-0.0373
Si	0.0088	0.0148	-0.032
Si	-0.0302	0.0755	-0.2152
Si	-0.065	0.042	-0.0451
Si	0.2009	-0.5228	-0.4678
Si	-0.0004	-0.0635	0.0275
Si	-0.0305	-0.0191	0.0497
Si	0.0638	0.0314	0.2003
Si	0.0805	-0.0206	-0.106
Si	0.0141	0.0426	-0.0202
Si	-0.0711	0.0586	0.0751
Si	-0.0535	-0.061	-0.016
Si	-0.022	0.0069	-0.007
Si	-0.1028	-0.0175	-0.2515
Si	-0.0059	-0.0315	0.0624
Si	-0.008	-0.0524	0.0009
Si	0.0004	-0.0483	-0.0095
Si	0.006	0.0023	-0.0363
Si	0.0497	0.0025	0.0387
Si	-0.0037	-0.0137	0.0123
Si	0.002	-0.0181	-0.0265
Si	0.0069	0.0625	0.0291
Si	-0.0365	-0.0156	0.0304
Si	0.0199	0.0693	0.0383
Si	0.0616	-0.0398	-0.0469
Si	0.0362	0.0373	-0.072
Si	0.0036	0.0366	-0.0145
Si	0.0114	-0.0179	0.0393
Si	-0.0182	-0.0237	0.0127
Si	-0.0303	-0.0264	0.0998
Si	0.0698	-0.0152	0.0512
Si	-0.0229	-0.0164	-0.0434
Si	-0.0289	-0.0477	-0.0102
O	0.0195	-0.0456	0.0077
O	0.0215	0.0054	0.0332
O	-0.1227	0.0079	0.0507
O	0.0143	-0.0111	0.1078
O	-0.0089	0.01	-0.0008
O	-0.0005	0.0247	-0.03
O	-0.0159	-0.0202	0.0036
O	0.0006	-0.014	0.0122
O	-0.0056	-0.0034	0.0124
O	-0.0076	0.0258	-0.0052
O	0.0315	0.0062	-0.0042
O	0.0011	-0.0198	-0.0157
O	-0.0033	-0.016	-0.01
O	-0.0461	-0.0667	-0.042
O	0.0049	0.0027	-0.0064
O	-0.0104	0.0069	0.0017
O	-0.0098	0.0138	0.0387
O	-0.0106	-0.0148	0.0358
O	0.0118	-0.016	0.0262
O	0.0107	0.0258	0.0274
O	-0.017	0.0317	0.0017
O	-0.0047	-0.007	-0.0025
O	-0.0353	0.0647	0.1154
O	-0.029	0.0208	-0.0142
O	0.0286	-0.0279	-0.0006
O	-0.0033	-0.0065	-0.0144
O	0.0223	0.0927	0.0521
O	-0.0029	-0.0014	-0.0012
O	0.0307	0.0657	0.176
O	0.0117	0.0301	-0.0078
O	0.0145	0.0346	0.0063
O	-0.0175	-0.0313	-0.0613
O	-0.0359	0.0324	-0.0086
O	0.0161	-0.0586	0.0066
O	-0.0017	-0.0157	-0.0121
O	0.0148	-0.0151	-0.0408
O	-0.0228	0.0042	-0.0695
O	0.0046	-0.0281	-0.0169
O	0.0174	-0.0167	0.0558
O	0.0185	-0.0247	0.0117
O	-0.0004	0.0175	-0.0226
O	-0.0054	-0.0197	-0.0307
O	0.0072	-0.0077	0.0154
O	0.0098	-0.0244	0.0073
O	0.0076	-0.0067	-0.004
O	0.0033	-0.0082	0.0094
O	-0.0228	0.0423	-0.0651
O	0.0048	-0.0164	0.0184
O	-0.0006	0.0272	0.0439
O	-0.0184	0.055	-0.0243
O	-0.0234	-0.1277	0.1453
O	-0.0869	0.0182	0.0419
O	-0.01	-0.0328	-0.016
O	0.0122	0.0199	-0.0084
O	-0.0501	-0.0388	0.0265
O	-0.0079	-0.0395	-0.0251
O	0.0105	-0.0063	0.0157
O	-0.0144	-0.0852	-0.0093
O	0.005	-0.0144	-0.0042
O	0.0063	-0.0136	-0.0155
O	0.0172	-0.0078	0.0019
O	0.0294	0.0244	0.028
O	-0.0086	-0.0549	0.0681
O	0.0119	-0.0041	0.0082
O	-0.0493	0.0469	-0.0146
O	0.0035	0.0332	0.0075
O	-0.0026	0.0036	-0.0117
O	-0.0259	-0.0075	0.0676
O	0.0462	0.0459	0.0423
O	0.0137	0.0113	-0.0246
O	0.0091	-0.0147	-0.0258
O	-0.0018	0.0207	-0.0124
O	0.0011	0.0061	0.0195
O	0.0012	0.0035	-0.002
O	0.0008	0.0194	0.0111
O	0.0766	0.0445	0.0548
O	-0.0133	-0.0082	-0.0095
O	0.0071	-0.0261	-0.0203
O	0.0365	0.0032	-0.0456
O	0.0232	-0.032	-0.0274
O	-0.0137	0.0281	0.0411
O	0.0311	0.0099	0.0192
O	0.0639	-0.0097	-0.0148
O	-0.0177	-0.0796	0.0902
O	-0.0026	-0.0183	0.024
O	0.0444	0.0628	-0.0976
O	0.013	-0.0051	-0.0151
O	0.0318	0.0414	-0.0572
O	-0.0113	0.0286	0.0073
O	-0.0476	-0.0099	-0.0548
O	-0.0008	0.0018	0.0073
O	0.0002	0.0181	0.0044
O	-0.0007	0.0189	0.0388
O	0.0115	-0.0079	0.0078
O	-0.1782	0.0117	-0.0906
O	-0.0258	-0.0044	-0.0012
O	-0.0004	0.05	0.0142
O	0.0093	0.015	0.0271

The program warned: the cutoff lies below the one the program advises for these potential files; the forces do not sum to zero within the program's tolerance; the exchange-correlation potential is rough where the density is thin.
